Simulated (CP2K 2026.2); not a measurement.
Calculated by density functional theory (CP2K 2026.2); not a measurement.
Periodic cell of 498 atoms, Si352O146, from a study of silicon, its oxide and their interface. The atomic structure is a simulated model.
Doubt: the forces sum to 2.09 eV/angstrom along one axis rather than to zero, so they err by at least 0.0042 eV/angstrom per atom on average; the grid cutoff is modest.

Settings
functional: PBE
method: Gaussian and plane waves
basis set: DZVP-MOLOPT-SR-GTH
pseudopotentials: GTH-PBE
grid cutoff: 350 Ry, relative cutoff 50 Ry
k points: Gamma only
occupations: fixed
spin: none
net charge: 0

Cell vectors (angstrom)
a	15.3866	0	0
b	0	15.3866	0
c	6.2137	-2.1779	37.9454

Atoms and the computed forces on them: element, x, y, z (angstrom), force x, y, z (eV/angstrom)
Si	6.084	13.523	31.992	0.145	-0.173	0.734
Si	6.208	1.249	31.941	-0.014	0.18	0.803
Si	6.098	5.922	31.788	0.081	-0.321	0.765
Si	6.119	9.067	31.891	0.099	0.237	0.766
Si	10.137	-1.817	31.912	-0.1	-0.158	0.747
Si	10.023	1.297	31.934	-0.008	0.155	0.816
Si	9.863	5.842	31.738	0.125	-0.189	0.78
Si	10.107	8.979	31.745	-0.023	0.185	0.795
Si	13.876	12.605	31.859	0.074	-0.294	0.53
Si	13.759	1.865	31.949	0.152	-0.084	0.733
Si	13.604	4.941	31.304	-0.596	0.099	0.426
Si	13.969	10.139	31.642	0.016	-0.011	-0.009
Si	17.806	12.66	32.034	-0.104	-0.301	0.524
Si	17.838	1.946	31.896	-0.141	-0.079	0.707
Si	17.901	5.089	31.815	-0.126	0.535	0.108
Si	17.83	10.227	31.847	-0.03	0.001	0.034
Si	8.132	13.226	33.139	0.008	-0.044	-0.044
Si	8.113	1.579	33.249	0.01	-0.012	-0.078
Si	8.018	5.556	33.111	0.012	0	-0.069
Si	8.151	9.342	33.073	0.019	0.037	-0.046
Si	12.029	13.18	33.223	0.004	0.026	0.014
Si	11.9	1.665	33.296	0.012	-0.031	-0.014
Si	11.884	5.443	32.883	-0.005	0.005	-0.061
Si	12.083	9.388	32.979	-0.024	-0.065	-0.034
Si	15.799	13.136	33.166	-0.024	0.066	-0.081
Si	15.816	1.698	33.105	0.006	-0.061	-0.047
Si	16.04	5.532	33.156	0.534	-0.056	0.457
Si	15.856	9.569	33.025	0.012	-0.053	-0.065
Si	19.638	13.201	33.381	-0.001	0.03	0.014
Si	19.703	1.685	33.261	-0.015	-0.013	-0.028
Si	19.694	5.525	33.215	0.073	0.027	0.028
Si	19.619	9.467	33.206	0.024	-0.076	-0.02
Si	8.127	-0.315	34.615	0.004	0.02	0.06
Si	8.099	3.604	34.463	0.017	-0.012	0.011
Si	8.108	7.46	34.5	0.004	-0.021	0.047
Si	8.146	11.268	34.455	-0.007	0.005	0.026
Si	12.029	-0.285	34.591	0.005	0.019	0.038
Si	11.905	3.664	34.48	0.003	-0.011	0.029
Si	12.089	7.396	34.296	-0.046	0.017	-0.016
Si	11.94	11.222	34.507	-0.012	0	-0.026
Si	15.817	-0.251	34.449	-0.005	-0.01	0.035
Si	15.824	3.601	34.519	0.015	0.067	-0.023
Si	15.903	7.55	34.378	-0.005	-0.013	-0.039
Si	15.819	11.3	34.61	0.008	-0.055	0.005
Si	19.621	-0.22	34.638	0.002	0.009	0.036
Si	19.731	3.616	34.585	-0.025	0	0.045
Si	19.593	7.493	34.517	0.022	-0.009	0.026
Si	19.733	11.28	34.682	0.013	-0.004	-0.006
Si	6.195	-0.263	35.949	0.001	-0.013	-0.025
Si	6.249	3.606	35.92	-0.024	0.015	0.007
Si	6.18	7.476	35.856	-0.003	-0.003	-0.017
Si	6.291	11.275	35.936	0.024	0.018	0.012
Si	10.077	-0.289	35.921	-0.006	-0.008	-0.024
Si	10.01	3.633	35.853	0.022	0.002	0.007
Si	10.124	7.431	35.742	0.022	0	-0.024
Si	10.035	11.256	35.866	-0.004	0.008	0.003
Si	13.951	-0.245	35.901	-0.001	-0.002	0
Si	13.867	3.627	35.834	-0.013	-0.016	-0.013
Si	13.955	7.442	35.749	-0.008	-0.026	0.01
Si	13.865	11.268	35.893	-0.006	0.034	-0.021
Si	17.679	-0.233	35.917	0.012	0.006	-0.003
Si	17.751	3.612	35.885	0.022	-0.004	-0.025
Si	17.713	7.494	35.888	0.028	-0.006	0.037
Si	17.752	11.294	35.952	0	0.019	-0.021
Si	6.224	13.201	37.288	-0.009	-0.009	0.013
Si	6.22	1.678	37.272	0.007	-0.004	0.019
Si	6.211	5.555	37.233	0.009	0.001	0.001
Si	6.23	9.352	37.271	-0.022	0.014	0.007
Si	10.061	13.174	37.256	0.014	-0.009	0.016
Si	10.055	1.685	37.214	-0.001	0.007	0.005
Si	10.061	5.557	37.195	-0.019	0.002	-0.01
Si	10.071	9.317	37.19	-0.01	0.002	-0.006
Si	13.903	13.203	37.245	-0.003	0.009	0.017
Si	13.898	1.704	37.22	0.007	-0.002	0.011
Si	13.919	5.55	37.184	0.008	0.011	-0.008
Si	13.895	9.327	37.202	0.02	-0.019	0.003
Si	17.732	13.229	37.276	0.012	0.015	0.025
Si	17.725	1.696	37.259	-0.002	-0.001	0.012
Si	17.729	5.545	37.228	-0.007	0.019	0.001
Si	17.744	9.377	37.29	-0.004	-0.037	0.023
Si	1.924	0.033	11.568	0.02	0.004	-0.011
Si	1.933	3.877	11.561	-0.002	0.013	-0.003
Si	1.934	7.662	11.61	-0.008	-0.017	-0.002
Si	1.916	11.512	11.57	0.004	-0.01	-0.003
Si	5.763	0.028	11.561	-0.01	-0.004	-0.016
Si	5.772	3.852	11.556	-0.017	-0.013	-0.01
Si	5.747	7.66	11.552	0.006	-0.001	-0.007
Si	5.776	11.57	11.546	0.002	0.01	-0.009
Si	9.607	0.026	11.519	0.006	0.002	-0.007
Si	9.606	3.862	11.541	-0.014	0.005	0.001
Si	9.608	7.694	11.533	0.012	0.001	0.003
Si	9.62	11.543	11.557	0.013	0.003	-0.004
Si	13.455	0.021	11.532	0.007	-0.013	-0.005
Si	13.466	3.88	11.52	0.005	0.006	-0.011
Si	13.496	7.681	11.539	0	0.004	-0.029
Si	13.463	11.538	11.554	0.011	0.006	-0.009
Si	17.299	1.979	12.925	0.022	0.008	0.014
Si	17.374	5.74	13.017	0.029	0.02	-0.022
Si	17.26	9.585	12.963	0.027	0	0.03
Si	17.34	13.464	12.881	-0.018	0.007	0.006
Si	5.807	1.947	12.934	-0.011	-0.012	-0.021
Si	5.693	5.742	12.954	-0.012	0.021	0.005
Si	5.794	9.613	12.842	-0.023	0.023	-0.01
Si	5.762	13.499	12.928	0.008	-0.002	-0.027
Si	9.62	1.936	12.896	-0.009	-0.027	-0.004
Si	9.568	5.783	12.899	-0.004	-0.012	0.025
Si	9.691	9.602	12.908	-0.001	-0.01	0.025
Si	9.554	13.5	12.875	0.008	-0.019	0.004
Si	13.417	1.965	12.865	-0.007	-0.006	-0.031
Si	13.568	5.776	12.914	-0.017	-0.012	0.031
Si	13.462	9.593	12.901	0.011	0.016	-0.017
Si	13.458	13.481	12.886	0.002	-0.004	0.01
Si	15.313	2.005	14.213	-0.009	0.016	0.01
Si	15.477	5.731	14.391	-0.008	-0.013	0.023
Si	15.297	9.53	14.349	0.028	-0.015	-0.008
Si	15.419	13.453	14.203	-0.01	-0.01	-0.046
Si	3.871	2.011	14.261	0.008	0.025	0.004
Si	3.867	5.685	14.499	-0.029	0.019	0.025
Si	3.881	9.599	14.191	-0.008	-0.001	-0.067
Si	3.845	13.489	14.29	-0.014	-0.015	-0.024
Si	7.742	1.897	14.308	-0.02	-0.005	0.031
Si	7.606	5.736	14.269	0.042	0.033	-0.023
Si	7.733	9.622	14.171	0.009	0.014	-0.017
Si	7.666	13.533	14.312	-0.002	-0.022	-0.012
Si	11.524	1.977	14.27	0.004	-0.011	-0.007
Si	11.577	5.845	14.123	0.013	0.03	-0.046
Si	11.607	9.592	14.336	-0.022	0.015	0.009
Si	11.481	13.495	14.181	0.026	-0.005	-0.041
Si	15.376	0.05	15.455	0.011	-0.069	-0.024
Si	15.411	3.786	15.786	-0.003	0.043	-0.004
Si	15.371	7.611	15.835	-0.001	0.043	0.027
Si	15.308	11.536	15.579	0.011	0.018	0.012
Si	3.831	0.089	15.572	0	-0.049	0.032
Si	3.897	3.707	15.963	0.029	0.022	0.054
Si	3.9	7.754	15.656	-0.02	0.005	0.034
Si	3.85	11.506	15.554	-0.031	0.006	0.026
Si	7.673	0.017	15.797	-0.038	-0.013	0.025
Si	7.671	3.818	15.666	-0.007	-0.014	0.002
Si	7.706	7.713	15.531	-0.065	0.005	0.005
Si	7.687	11.537	15.525	-0.07	-0.009	-0.013
Si	11.484	0.009	15.563	0.075	0	0.032
Si	11.567	3.997	15.5	-0.001	0.016	-0.011
Si	11.659	7.603	15.677	0.013	0.056	0.014
Si	11.49	11.604	15.57	0.078	0.002	0.006
Si	17.24	0.595	16.75	0.078	0.347	-0.563
Si	17.276	3.01	17.131	0.002	-0.007	0.033
Si	17.389	8.135	16.991	-0.075	-0.155	-0.791
Si	17.275	11.251	16.796	-0.01	0.041	-0.72
Si	5.642	0.559	16.988	0.183	0.183	-0.644
Si	5.961	2.97	17.115	-0.232	-0.053	-0.625
Si	5.862	8.095	16.938	-0.048	-0.148	-0.735
Si	5.781	11.23	16.845	0.014	0.13	-0.695
Si	9.685	-0.009	17.084	-0.073	0.007	0.065
Si	9.662	4.35	16.818	-0.117	-0.068	-0.89
Si	9.629	7.44	16.818	0.06	0.629	-0.126
Si	9.561	11.478	16.903	0.023	-0.019	-0.018
Si	13.471	-0.226	16.767	-0.081	0.091	-0.75
Si	13.404	4.371	16.923	0.144	0.365	-0.477
Si	13.466	6.875	17.143	-0.013	-0.065	0.001
Si	13.395	12.038	16.872	-0.01	-0.263	-0.779
Si	15.988	7.405	24.283	0.058	0.055	-0.017
Si	18.121	6.58	19.707	0.018	0.052	-0.223
Si	10.713	8.464	23.722	-0.107	0.017	-0.056
Si	4.639	-0.743	19.813	-0.009	0.117	-0.323
Si	17.415	3.519	19.502	-0.178	-0.285	-0.691
Si	7.825	4.298	24.038	0.019	0.1	-0.042
Si	9.573	2.031	24.99	-0.003	0.101	-0.109
Si	6.665	12.635	19.45	0.058	-0.123	-0.206
Si	7.477	2.801	19.928	-0.074	0.079	-0.213
Si	9.937	1.805	18.589	0.027	-0.483	-0.479
Si	9.661	9.436	18.115	-0.136	-0.13	-0.715
Si	11.06	12.494	20.944	0.001	-0.041	-0.13
Si	13.094	14.074	22.784	-0.05	-0.125	-0.005
Si	15.497	12.904	21.182	-0.013	-0.079	0.009
Si	13.284	7.523	19.47	0.091	-0.233	-0.608
Si	12.293	4.167	22.239	0.069	0.014	0.028
Si	6.136	2.057	22.634	0.109	0.029	0.024
Si	5.772	7.312	19.902	0.081	-0.014	-0.168
Si	17.256	13.7	18.869	0.033	0.062	-0.109
Si	8.433	8.459	25.694	-0.011	0.017	0.034
Si	16.59	-1.14	25.051	-0.055	0.12	-0.069
Si	14.533	9.486	29.368	-0.181	0.205	0.733
Si	5.559	8.567	25.371	-0.025	0.059	0.066
Si	9.126	10.811	22.654	0.099	0.033	-0.079
Si	13.018	11.014	26.945	0.112	-0.103	0.188
Si	13.712	13.722	25.771	-0.048	-0.013	-0.089
Si	17.098	11.839	23.311	-0.055	-0.022	-0.065
Si	7.471	9.785	20.442	0.041	0.018	-0.11
Si	10.82	6.584	21.142	0.032	0.066	-0.005
Si	12.969	2.004	18.961	-0.126	0.114	-0.241
Si	13.476	9.221	24.506	-0.064	0.03	-0.109
Si	8.021	5.569	21.215	-0.061	-0.011	0.036
Si	14.766	2.941	21.196	0.125	-0.008	-0.106
Si	16.32	2.455	26.326	-0.075	-0.071	-0.071
Si	5.943	12.356	27.262	-0.02	0.08	0.049
Si	6.563	11.323	30.018	-0.085	0.046	0.028
Si	18.373	9.506	24.367	0.015	-0.009	0.121
Si	8.099	12.515	25.015	0.024	0.085	0.091
Si	5.777	0.018	27.338	0.099	0.018	0.03
Si	5.243	4.974	28.879	-0.254	0.142	0.196
Si	18.889	1.605	21.537	-0.069	0.12	-0.15
Si	12.041	1.568	23.448	-0.028	0.022	0.024
Si	16.361	1.398	23.414	0.014	0.018	0.071
Si	9.873	11.019	26.909	-0.007	0.016	-0.044
Si	9.524	13.362	18.372	0.137	-0.053	-0.64
Si	15.401	5.217	26.167	-0.087	0.036	0.152
Si	19.245	10.331	27.055	-0.022	-0.062	0.078
Si	12.473	10.332	19.328	-0.171	0.151	-0.171
Si	11.408	2.935	27.276	0.043	-0.024	-0.018
Si	6.652	2.432	29.038	0.027	0	0.077
Si	15.65	7.406	21.404	-0.225	0.02	-0.156
Si	18.082	0.329	27.297	-0.033	-0.084	0.028
Si	13.683	0.839	27.256	0.017	0.021	0.117
Si	9.566	11.339	29.969	0.106	-0.099	0.052
Si	7.201	0.091	24.651	0.008	-0.09	-0.066
Si	6.762	6.171	26.362	-0.04	-0.081	0.023
Si	14.267	-0.455	30.039	-0.093	-0.099	0.085
Si	12.9	3.951	24.989	-0.071	-0.026	0.073
Si	9.549	3.485	29.651	-0.163	-0.076	0.188
Si	14.746	6.344	28.881	0.156	0	0.245
Si	17.328	-0.465	30.086	0.156	0.008	0.172
Si	17.685	9.402	29.651	0.009	0.199	0.678
Si	14.892	10.287	22.233	-0.022	0.102	-0.022
Si	17.845	6.202	29.74	0.129	-0.308	0.601
Si	1.935	-0.001	0.685	-0.003	-0.006	-0.002
Si	1.937	3.855	0.664	-0.007	-0.002	-0.004
Si	1.931	7.733	0.637	-0.002	0.02	0.002
Si	1.952	11.511	0.652	-0.006	-0.004	0.004
Si	5.771	-0.004	0.663	-0.007	-0.007	0.005
Si	5.761	3.863	0.637	0.007	-0.001	-0.002
Si	5.775	7.716	0.61	0.011	0.001	0.002
Si	5.767	11.523	0.629	-0.004	0.005	0.007
Si	9.597	-0.004	0.681	0.001	-0.015	0
Si	9.591	3.881	0.667	-0.005	0.009	-0.009
Si	9.599	7.71	0.647	0.011	-0.012	0.008
Si	9.587	11.536	0.661	0.004	0.011	0.003
Si	13.455	0.004	0.677	0.007	-0.009	0.006
Si	13.45	3.858	0.661	0.009	0.012	-0.002
Si	13.451	7.715	0.641	0.002	0.001	0.001
Si	13.468	11.549	0.677	0.013	0.012	0.014
Si	1.933	1.932	2.029	0.011	-0.005	0.008
Si	1.928	5.797	1.997	0.008	-0.002	-0.013
Si	1.93	9.618	2.037	0	0.002	0.013
Si	1.932	13.445	2.016	0.005	0.006	-0.001
Si	5.762	1.935	2.005	-0.013	-0.002	0.002
Si	5.771	5.793	1.989	0.003	0.002	0.001
Si	5.765	9.616	2.007	-0.01	0.001	0.004
Si	5.774	13.449	2.006	0.004	0.005	0.001
Si	9.598	1.939	2.016	0.001	0.001	-0.001
Si	9.603	5.796	2.024	0.001	0.002	0.012
Si	9.605	9.621	2.025	-0.001	-0.004	0.001
Si	9.6	13.457	2.032	-0.002	0	0.005
Si	13.461	1.935	2.024	0.009	-0.004	-0.002
Si	13.454	5.79	2.008	-0.007	0	-0.001
Si	13.462	9.622	2.026	0.004	0.007	0.002
Si	13.456	13.469	2.038	-0.007	-0.007	0.004
Si	15.388	1.932	3.379	0.002	0.004	0
Si	15.387	5.787	3.362	-0.006	0.004	-0.005
Si	15.386	9.622	3.386	0.006	0.001	0.001
Si	15.392	13.462	3.381	-0.01	-0.005	0.001
Si	3.852	1.931	3.384	0.003	0.006	0.004
Si	3.85	5.789	3.361	0.005	0.01	-0.004
Si	3.854	9.62	3.386	-0.005	-0.004	0.004
Si	3.853	13.46	3.376	0.008	-0.004	-0.002
Si	7.679	1.934	3.378	-0.006	0.006	0
Si	7.679	5.787	3.376	0.01	0.003	0.001
Si	7.681	9.622	3.381	0.001	-0.004	0.001
Si	7.681	13.461	3.391	0.007	-0.004	0
Si	11.529	1.934	3.375	0.004	-0.001	-0.005
Si	11.535	5.788	3.377	-0.01	0.003	-0.002
Si	11.534	9.625	3.382	0	-0.004	-0.001
Si	11.53	13.462	3.391	0.001	-0.008	0.001
Si	15.389	0.005	4.739	0.012	0.001	-0.008
Si	15.387	3.862	4.729	0.007	-0.008	-0.005
Si	15.387	7.698	4.742	0.002	0.011	0.001
Si	15.384	11.544	4.749	-0.001	-0.004	-0.002
Si	3.849	0	4.738	-0.004	-0.004	-0.006
Si	3.847	3.864	4.728	0.002	0	-0.003
Si	3.848	7.697	4.742	0.006	0.006	0.001
Si	3.849	11.545	4.746	0.001	0.001	-0.006
Si	7.682	0.007	4.741	-0.002	-0.006	-0.003
Si	7.682	3.86	4.735	-0.001	0.004	-0.004
Si	7.683	7.704	4.744	-0.008	0.002	-0.001
Si	7.685	11.54	4.753	-0.002	-0.002	0
Si	11.533	0.01	4.74	-0.006	0.001	-0.006
Si	11.536	3.859	4.734	0.001	0	-0.004
Si	11.537	7.705	4.745	0.003	0.005	0
Si	11.536	11.542	4.755	0	-0.003	0.004
Si	1.925	0.004	6.1	0.001	0.005	0
Si	1.924	3.858	6.09	0	0.007	0
Si	1.925	7.7	6.103	0.006	-0.006	0.003
Si	1.924	11.547	6.107	0.006	-0.002	0
Si	5.764	0.002	6.11	0	0.007	0.008
Si	5.762	3.861	6.098	0.001	0.004	0.004
Si	5.764	7.7	6.108	0.004	-0.001	0.003
Si	5.763	11.546	6.117	-0.004	-0.004	0.003
Si	9.609	0.011	6.101	0.004	0.005	0.004
Si	9.61	3.857	6.092	-0.003	0.004	0
Si	9.611	7.706	6.101	-0.006	-0.007	-0.004
Si	9.61	11.54	6.114	-0.003	-0.005	0.005
Si	13.462	0.009	6.1	0.005	-0.004	-0.001
Si	13.464	3.857	6.093	-0.001	0.006	-0.002
Si	13.463	7.704	6.104	-0.009	-0.009	0.001
Si	13.464	11.541	6.115	0.008	0.005	0.005
Si	1.924	1.934	7.453	0.008	-0.008	-0.003
Si	1.927	5.774	7.459	0	-0.003	0.004
Si	1.926	9.623	7.467	0.002	0.013	-0.001
Si	1.923	13.472	7.47	-0.004	0.005	-0.004
Si	5.761	1.936	7.457	-0.004	0.009	0.001
Si	5.763	5.778	7.468	0.006	0.011	0.001
Si	5.76	9.62	7.472	-0.003	-0.007	-0.004
Si	5.761	13.468	7.481	0.004	-0.011	0.002
Si	9.611	1.937	7.461	-0.004	0.008	0.001
Si	9.611	5.78	7.451	0.003	0.002	-0.005
Si	9.612	9.617	7.481	-0.005	-0.012	0.006
Si	9.611	13.473	7.462	0.001	-0.001	0.002
Si	13.466	1.937	7.461	0.004	0.005	-0.001
Si	13.467	5.777	7.457	-0.001	-0.004	0.005
Si	13.467	9.618	7.481	0.009	-0.007	0.008
Si	13.467	13.473	7.467	-0.007	0.003	0.001
Si	15.394	1.937	8.822	0.016	0.006	-0.004
Si	15.392	5.779	8.818	-0.006	0.002	0
Si	15.4	9.618	8.838	0.017	-0.008	-0.001
Si	15.389	13.475	8.836	0.004	-0.005	-0.006
Si	3.841	1.934	8.822	-0.008	0.004	0
Si	3.842	5.773	8.832	-0.002	-0.003	0.005
Si	3.842	9.617	8.838	0.007	-0.002	-0.01
Si	3.835	13.471	8.847	-0.005	0.002	0.006
Si	7.681	1.942	8.817	-0.006	-0.002	0
Si	7.693	5.779	8.816	0.017	-0.002	-0.008
Si	7.679	9.618	8.833	-0.014	0	-0.002
Si	7.694	13.474	8.831	0.014	0.002	0.008
Si	11.539	1.942	8.82	-0.002	-0.007	-0.003
Si	11.536	5.779	8.804	-0.021	0.002	-0.014
Si	11.54	9.614	8.844	-0.008	0.005	0.012
Si	11.539	13.47	8.818	0.01	0.001	-0.003
Si	15.393	0.019	10.192	-0.01	0.025	0
Si	15.401	3.863	10.184	-0.002	-0.011	-0.015
Si	15.419	7.688	10.197	-0.004	0.002	-0.004
Si	15.389	11.546	10.195	-0.007	-0.003	0.005
Si	3.84	0.021	10.197	0.01	0.017	-0.005
Si	3.849	3.85	10.194	0.002	-0.009	-0.01
Si	3.828	7.691	10.2	0.005	0.008	0.006
Si	3.839	11.537	10.202	0.004	-0.007	0.006
Si	7.676	0.023	10.18	0.006	0.01	-0.004
Si	7.687	3.865	10.182	-0.004	0.006	-0.007
Si	7.678	7.689	10.189	-0.015	0.002	-0.003
Si	7.699	11.545	10.188	-0.014	-0.011	0.005
Si	11.536	0.01	10.169	-0.004	0.006	-0.006
Si	11.531	3.874	10.178	0.013	-0.004	-0.007
Si	11.549	7.675	10.193	0.003	-0.02	0.003
Si	11.54	11.552	10.189	0.006	-0.009	0.007
O	14.863	5.652	32.019	-0.028	0.474	0.017
O	17.083	-0.261	18.138	-0.354	0.004	0.236
O	15.225	2.1	22.502	-0.263	0.181	0.297
O	6.022	7.193	18.297	0.11	-0.524	0.014
O	17.621	7.237	18.321	-0.191	-0.159	-0.121
O	15.936	13.563	19.793	-0.46	0.269	0.013
O	5.085	9.303	26.746	0.143	0.005	0.274
O	3.316	13.751	19.564	-0.078	-0.387	0.215
O	5.249	-0.002	18.492	-0.026	-0.077	0.101
O	5.825	9.68	17.409	0.152	0.047	0.238
O	16.92	12.677	21.942	0.607	0.224	-0.462
O	14.46	6.893	20.417	0.05	-0.683	-0.032
O	5.821	12.262	18.109	-0.413	0.386	0.135
O	8.641	1.719	19.567	-0.03	-0.64	0.286
O	9.856	3.337	18.063	0.289	0.087	0.136
O	9.561	5.884	17.421	-0.049	-0.056	0.509
O	13.517	0.842	17.986	0.499	0.142	0.009
O	13.476	13.615	17.333	-0.052	0.044	0.458
O	13.159	3.485	18.303	0.14	0.066	0.235
O	13.297	11.181	18.243	0.442	-0.115	0.087
O	11.815	2.618	22.233	-0.256	-0.191	-0.446
O	11.849	13.437	21.978	-0.197	0.193	0.275
O	13.759	13.437	30.419	-0.099	-0.097	-0.395
O	13.206	12.615	26.832	-0.222	0.368	0.222
O	17.633	1.225	22.452	-0.085	-0.389	-0.157
O	6.713	3.241	23.55	-0.378	0.137	0.103
O	15.625	9.015	21.579	0.243	0.209	-0.12
O	6.223	8.772	20.42	-0.198	0.131	0.137
O	11.157	9.623	18.726	0.307	-0.345	-0.046
O	10.35	10.005	23.343	0.202	0.428	0.292
O	13.89	1.942	20.275	0.132	-0.601	0.183
O	4.424	11.856	26.99	-0.461	0.642	-0.287
O	9.58	4.899	30.436	0.084	0.252	-0.317
O	13.728	10.381	28.268	-0.195	0.186	-0.136
O	9.247	6.534	20.758	-0.145	0.235	-0.436
O	15.793	-0.364	30.549	-0.11	-0.138	0.268
O	5.927	9.93	30.513	-0.174	0.018	-0.259
O	12.05	8.475	24.632	0.093	-0.092	0.284
O	8.055	5.369	22.834	0.078	0.255	0.291
O	15.742	10.955	23.459	-0.411	0.023	0.329
O	7.071	9.019	24.991	0.13	0.225	-0.611
O	14.457	13.879	21.935	-0.032	0.262	-0.24
O	12.526	1.855	27.728	-0.119	-0.161	0.48
O	17.391	-0.496	28.491	-0.086	-0.566	-0.198
O	14.337	7.896	29.102	-0.311	0.01	-0.257
O	9.724	11.919	21.641	-0.5	0.274	0.132
O	6.323	2.11	30.582	-0.202	0.193	0.072
O	6.471	3.166	18.69	-0.003	0.305	0.358
O	12.224	4.743	23.756	-0.314	0.511	0.133
O	10.335	12.606	30.603	0.126	-0.003	-0.244
O	6.659	2.112	21.116	-0.186	-0.3	-0.111
O	6.561	0.621	23.264	-0.311	-0.28	-0.167
O	12.022	11.258	20.556	0.13	-0.099	0.555
O	18.046	0.868	30.673	0.186	0.101	-0.163
O	16.614	2.307	24.734	0.195	0.426	-0.224
O	10.219	9.922	30.402	0.215	-0.091	-0.351
O	10.58	1.207	24.028	-0.016	-0.694	-0.088
O	8.237	9.718	21.86	-0.065	-0.575	0.206
O	8.522	9.412	19.274	-0.005	-0.235	0.095
O	12.811	0.259	22.963	0.266	0.127	-0.321
O	16.312	6	29.203	-0.004	-0.064	-0.36
O	6.699	1.075	28.148	0.327	-0.168	0.005
O	6.025	0.037	25.747	-0.532	0.171	-0.31
O	10.102	-0.257	31.397	-0.048	-0.047	-0.614
O	6.147	5.727	27.775	0.311	0.323	-0.066
O	14.775	11.439	21.093	-0.349	-0.166	-0.529
O	6.088	7.511	31.404	-0.095	0.064	-0.415
O	7.949	-1.339	24.517	0.294	0.183	-0.046
O	9.946	2.274	30.642	0.287	-0.068	-0.397
O	18.116	4.977	19.549	0.274	-0.082	0.053
O	14.147	-0.11	28.483	0.245	-0.04	-0.064
O	12.908	2.366	24.585	0.427	-0.411	0.289
O	8.172	4.145	20.481	0.229	-0.145	0.03
O	9.474	7.893	24.591	0.031	-0.383	-0.006
O	8.099	3.182	28.984	-0.09	0.353	-0.16
O	13.124	-0.196	26.139	-0.522	0.029	-0.274
O	5.896	5.171	30.357	0.418	-0.112	-0.11
O	6.625	6.219	20.726	-0.106	-0.078	0.332
O	17.738	-0.427	25.92	0.406	-0.175	-0.382
O	6.091	-0.315	31.465	-0.043	-0.079	-0.535
O	7.982	7.219	26.639	0.219	-0.233	0.551
O	18.29	10.754	23.331	0.379	0.058	-0.259
O	19.073	5.497	28.88	0.035	0.006	-0.461
O	5.814	12.587	30.679	-0.633	0.145	-0.124
O	17.289	12.922	24.47	0.343	-0.047	0.214
O	6.029	-1.511	27.807	-0.066	-0.002	0.666
O	17.277	8.36	24.083	0.095	-0.102	-0.04
O	17.294	9.726	17.43	0.065	0.017	0.544
O	13.814	4.173	21.664	0.157	0.361	0.053
O	17.879	3.489	31.325	-0.097	0.086	-0.306
O	10.004	7.412	31.245	-0.073	0.079	-0.282
O	8.074	11.366	30.571	0.042	0.011	0.568
O	16.333	6.268	25.373	0.478	-0.147	0.124
O	13.474	0.684	30.857	-0.465	0.023	-0.118
O	19.642	0.422	27.601	-0.018	0.224	0.064
O	16.012	-0.101	23.937	-0.434	-0.104	-0.123
O	13.75	3.323	31.195	-0.096	0.164	-0.273
O	4.253	0.311	20.953	0.25	-0.045	0.274
O	16.294	4.011	26.752	0.279	0.173	0.252
O	15.556	6.733	22.871	-0.39	-0.678	-0.104
O	11.785	7.088	19.945	-0.31	-0.154	-0.303
O	8.188	11.563	23.722	-0.502	-0.222	-0.199
O	10.255	2.205	26.429	-0.323	-0.258	0.255
O	17.511	1.828	27.207	0.367	0.54	0.42
O	18.623	10.078	28.517	0.015	0.233	-0.175
O	9.101	9.652	26.54	0.03	-0.017	0.328
O	17.268	12.388	17.945	0.144	0.028	0.343
O	11.406	1.691	19.291	-0.039	-0.01	0.624
O	13.432	9.119	19.769	0.311	0.206	0.241
O	18.062	7.816	29.716	0.203	0.01	0.005
O	14.697	8.216	24.804	-0.078	0.084	0.262
O	9.44	12.219	25.898	0.498	0.183	-0.158
O	10.629	13.282	19.588	0.403	0.335	-0.115
O	4.197	7.086	20.146	-0.057	0.021	0.444
O	13.691	5.486	29.774	-0.531	-0.272	-0.527
O	6.802	12.16	25.912	-0.225	-0.115	-0.354
O	8.253	1.167	25.202	-0.219	0.182	0.489
O	11.277	5.058	21.394	-0.133	-0.316	-0.05
O	14.942	1.686	26.698	-0.029	0.137	-0.003
O	11.442	10.703	26.939	-0.099	-0.428	-0.018
O	6.536	11.4	28.423	0.2	-0.445	-0.314
O	18.151	10.074	25.883	-0.375	-0.099	0.153
O	13.254	13.384	24.248	-0.039	-0.333	0.002
O	10.987	7.552	22.422	0.292	-0.021	0.076
O	6.947	11.292	20.27	-0.171	0.144	0.313
O	17.086	7.005	20.839	0.19	0.148	0.165
O	17.95	13.536	30.636	0.112	-0.072	-0.504
O	9.196	3.479	24.35	0.519	0.182	0.125
O	8.038	13.383	19.048	-0.135	0.192	0.224
O	7.307	4.981	25.412	0.122	-0.403	-0.03
O	9.481	11.5	28.389	-0.188	0.402	-0.102
O	13.538	9.807	22.98	-0.57	-0.066	-0.205
O	16.142	9.724	29.217	0.066	0.173	-0.366
O	5.787	13.64	20.347	0.219	-0.1	0.427
O	5.586	6.963	25.572	-0.561	-0.234	-0.361
O	4.486	8.92	24.221	0.095	0.035	-0.713
O	14.381	4.53	25.129	0.028	0.162	-0.448
O	10.714	3.604	28.551	0.33	0.297	0.001
O	15.323	13.776	25.925	0.193	-0.168	0.379
O	4.544	2.309	22.548	-0.182	0.277	0.249
O	14.562	5.958	27.327	-0.491	0.037	-0.399
O	18.43	2.505	20.269	0.464	-0.051	-0.306
O	16.012	3.528	20.337	-0.319	0.332	-0.067
O	12.092	4.099	26.376	0.073	0.736	0.338
O	5.447	3.398	28.529	-0.461	-0.205	-0.587
O	13.633	10.376	25.607	0.302	0.247	-0.11

Results
total energy: -101671.738 eV
total energy less fixed offsets of O -438.35, Si -107.03 eV per atom: 1.922 eV
